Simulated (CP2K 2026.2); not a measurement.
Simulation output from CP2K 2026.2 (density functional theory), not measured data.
Periodic cell of 1152 atoms, Si864O288, from a study of silicon, its oxide and their interface. The atomic structure is a simulated model.
Doubt: the forces sum to 4.90 eV/angstrom along one axis rather than to zero, so they err by at least 0.0043 eV/angstrom per atom on average; the grid cutoff is modest.

Settings: functional PBE; method Gaussian and plane waves; basis set DZVP-MOLOPT-SR-GTH; pseudopotentials GTH-PBE; grid cutoff 350 Ry, relative cutoff 50 Ry; k points Gamma only; occupations fixed; spin none; net charge 0.

Cell vectors (angstrom)
a 32.64 0 0
b 0 16.32 0
c -0.8626 -5.669 38.6936

Atoms and the computed forces on them: element, x, y, z (angstrom), force x, y, z (eV/angstrom)
Si 0.7081 9.0106 38.686 -0.066 0.1963 0.8141
Si 3.5248 -4.5862 38.5424 -0.1646 0.2267 0.7712
Si 0.1336 -1.3442 38.6671 0.3015 -0.2331 0.7332
Si 4.4082 6.6389 0.2366 -0.1704 -0.1171 0.7265
Si 0.2569 4.1325 38.6509 0.115 -0.2053 0.7635
Si 3.8239 12.5163 0.0053 0.1908 -0.1074 0.7699
Si 6.7188 15.2779 0.021 0.0768 -0.2775 0.6765
Si 9.9306 1.085 0.1358 -0.1637 0.0317 0.6925
Si 5.7517 -1.2081 38.6854 0.0917 -0.2608 0.7202
Si 9.2608 7.1196 0.1625 0.1506 -0.1402 0.8012
Si 7.0492 9.2855 0.1141 -0.0781 0.2126 0.6836
Si 9.9067 12.09 0.1624 -0.2134 0.0298 0.6401
Si 12.1213 15.1914 0.2938 0.046 -0.0559 0.6347
Si 14.7262 1.7068 0.145 0.0778 -0.0855 0.755
Si 12.4204 3.7633 0.1746 0.0213 0.2132 0.6858
Si 15.195 6.6729 0.2092 -0.3253 0.0683 0.6892
Si 11.9144 9.7303 0.2748 0.1492 0.0057 0.8047
Si 14.3999 6.1499 38.6935 -0.2534 0.2198 0.7458
Si 17.0748 8.98 38.6831 -0.1942 0.0548 0.8053
Si 19.7076 -4.5895 38.5781 -0.2914 0.326 0.6626
Si 17.4952 4.5309 0.0242 0.1311 -0.2927 0.6183
Si 19.7752 1.0152 38.6776 -0.1789 0.1459 0.7048
Si 17.3348 9.5309 0.4067 0.1923 0.1356 0.6452
Si 20.0522 12.3349 0.003 0.1394 -0.068 0.7678
Si 21.8676 9.3662 38.4994 0.4414 -0.2872 0.6578
Si 25.2073 -4.5174 38.6318 -0.1462 0.0791 0.7574
Si 22.7766 4.3888 0.0359 0.057 -0.0474 0.8079
Si 24.7118 1.3134 38.6314 0.1911 -0.1782 0.7874
Si 23.3728 9.2193 0.1474 -0.0624 0.1548 0.8023
Si 25.2872 6.1996 38.6504 -0.2687 0.3799 0.6811
Si 28.355 15.3402 0.0297 0.0115 -0.2268 0.6773
Si 30.8813 1.6111 0.2272 0.1471 0.0722 0.7062
Si 28.8386 3.9285 0.2957 -0.1743 0.028 0.6446
Si 31.3829 6.4897 0.2647 -0.0674 0.2544 0.7521
Si 28.5214 9.7116 0.0407 0.2072 -0.3667 0.6037
Si 31.516 11.9749 0.0583 -0.082 0.0994 0.7632
Si 2.7633 -0.0026 1.2144 -0.0034 -0.0124 -0.0614
Si 5.4716 2.7412 1.1868 0.0131 -0.0068 -0.0659
Si 2.7058 5.3963 1.2638 -0.0139 -0.0139 -0.0225
Si 5.5586 8.1593 1.5445 0.0143 0.016 -0.0244
Si 2.7006 10.9116 1.3242 -0.0157 0.0105 -0.0353
Si 5.4719 13.6664 1.26 0.0182 -0.0188 -0.029
Si 8.2315 0.0598 1.4009 0.007 -0.0079 -0.025
Si 10.9557 2.6296 1.554 -0.0034 0.0301 -0.0487
Si 8.1598 5.4874 1.4265 -0.0009 0.0077 -0.0692
Si 10.7612 8.2186 1.5816 -0.0105 -0.0126 -0.0528
Si 8.2083 10.9281 1.3547 -0.0103 0.005 -0.0414
Si 10.965 13.6158 1.559 0.0188 -0.0018 -0.0299
Si 13.648 0.1076 1.5142 0.0276 0.0377 -0.0444
Si 16.3678 2.8548 1.3252 0.0121 0.0374 -0.0627
Si 13.5598 5.4529 1.369 0.0042 -0.0087 -0.032
Si 16.1806 8.1119 1.7551 -0.0275 -0.0212 -0.0053
Si 13.6065 10.8722 1.4123 -0.0085 0.0091 -0.0615
Si 16.3184 13.5211 1.2781 0.0036 -0.0158 -0.035
Si 19.0344 -0.0434 1.2832 0.0055 -0.0123 -0.0425
Si 21.6372 2.7384 1.2372 -0.0155 -0.0669 -0.0118
Si 19.0601 5.5742 1.3859 0.0322 0.0145 -0.058
Si 21.782 8.1267 1.4336 0.0182 -0.0191 -0.052
Si 18.9831 10.8214 1.428 -0.0231 0.0018 -0.0334
Si 21.679 13.5143 1.2652 -0.0285 -0.013 -0.0499
Si 24.4473 -0.1176 1.1043 -0.0477 -0.0062 -0.0379
Si 27.1471 2.7133 1.3667 -0.004 -0.0267 -0.0674
Si 24.4207 5.4621 1.3372 0.0057 0.0257 -0.0529
Si 27.2888 8.0473 1.2116 -0.0168 0.0119 -0.0416
Si 24.5211 10.862 1.3193 0.0464 0.003 -0.0416
Si 27.2142 13.6043 1.1953 -0.0031 0.0023 -0.0329
Si 29.7837 0.0713 1.5417 -0.0132 -0.039 -0.002
Si 32.6011 2.7344 1.3778 0.0079 0.0044 -0.0499
Si 30.0093 5.3261 1.7189 -0.0141 0.024 0.0039
Si -0.0237 8.1962 1.2991 0.01 0.0145 -0.0454
Si 29.9911 10.8593 1.4293 0.0336 0.0011 -0.0444
Si 0.0108 13.5765 1.3523 -0.0007 -0.0119 -0.0422
Si 1.3867 1.3346 2.6173 0.0133 -0.0013 -0.0103
Si 4.0639 4.0204 2.6302 0.0353 0.0185 0.0051
Si 1.3803 6.8133 2.6477 -0.0188 -0.0147 -0.0027
Si 4.0769 9.5534 2.7046 -0.0219 0.0242 0.0021
Si 1.358 12.2359 2.7532 0.0069 -0.0013 0.0249
Si 4.1082 14.9974 2.6648 -0.0185 -0.0021 0.0182
Si 6.829 1.4509 2.6751 -0.024 -0.0075 0.005
Si 9.529 4.0802 2.7388 0.0057 0.004 0.0139
Si 6.862 6.7928 2.8945 0.0127 -0.0202 0.0425
Si 9.4478 9.6042 2.8865 -0.0088 0.0111 0.0206
Si 6.7871 12.2761 2.6575 -0.0068 0.0097 0.0059
Si 9.4988 14.9572 2.8004 0.0053 0.0251 0.0157
Si 12.2873 1.3469 2.9504 0.0146 0.0017 0.0375
Si 14.9825 4.1435 2.7637 0.002 0.0066 0.0134
Si 12.2022 6.7943 2.7688 0.0206 0.0113 -0.0109
Si 14.8126 9.5321 2.9268 -0.0454 0.023 0.0445
Si 12.3349 12.2552 2.8464 -0.0033 -0.0467 0.0307
Si 15.0143 14.9332 2.6933 0.0055 -0.0195 0.0016
Si 17.6767 1.3663 2.6289 -0.0049 0.0048 -0.0124
Si 20.3377 4.0692 2.6915 0.0077 0.0291 0.0074
Si 17.7334 6.8174 2.8825 0.0058 -0.0198 0.0344
Si 20.4139 9.5145 2.7417 -0.0103 -0.0129 -0.012
Si 17.6347 12.215 2.763 -0.0187 0.0192 0.0268
Si 20.3962 14.9348 2.6807 -0.0013 -0.0094 0.0118
Si 23.1114 1.3361 2.515 -0.007 -0.0085 0.0219
Si 25.7813 4.0847 2.6811 -0.0132 -0.0035 -0.0141
Si 23.1198 6.7735 2.79 0.0138 -0.0015 0.0311
Si 25.9237 9.4616 2.6363 0.007 -0.0324 0.0417
Si 23.1113 12.2183 2.6332 -0.0032 0.0045 -0.005
Si 25.7923 14.9088 2.5855 0.0204 0.0273 -0.0042
Si 28.4502 1.4125 2.8602 0.0056 0.0554 0.0366
Si 31.3813 3.9863 2.9555 0.0235 -0.0494 0.0296
Si 28.529 6.7692 2.7633 -0.0056 0.042 0.0202
Si 31.2902 9.469 2.7713 0.019 -0.0025 0.0152
Si 28.5857 12.2967 2.6532 -0.0205 0.0007 0.0143
Si 31.2683 14.9646 2.6862 0.0077 -0.0243 -0.0062
Si 0.0183 -0.0045 4.021 0.0005 0.0269 0.0114
Si 2.727 2.6848 4.0305 -0.0063 0.0326 -0.0031
Si 0.0844 5.4721 4.1321 -0.0007 0.0101 -0.0097
Si 2.7241 8.1633 4.0493 -0.0269 -0.0106 -0.0156
Si 0.0028 10.8619 4.1042 0.007 0.0191 -0.0147
Si 2.7467 13.6286 4.0557 -0.0063 -0.009 -0.0341
Si 5.4623 0.0456 4.0298 0.0117 -0.0047 -0.035
Si 8.1578 2.7521 4.1056 -0.0171 -0.0125 -0.0005
Si 5.4029 5.3906 4.0776 -0.005 0.0007 -0.0362
Si 8.162 8.1912 4.2342 0.0044 -0.0081 0.003
Si 5.4355 10.9205 4.0538 0.0351 -0.0055 0.0094
Si 8.1203 13.5956 4.1046 0.0107 -0.0077 -0.0037
Si 10.8653 -0.0287 4.1898 0.0216 0.0015 -0.0072
Si 13.6629 2.7681 4.1798 -0.0005 0.0065 -0.0254
Si 10.8722 5.4303 4.1283 -0.0175 0.0043 -0.0095
Si 13.498 8.1311 4.2155 0.0034 0.0146 0.0095
Si 10.8988 10.9176 4.176 0.0177 -0.0143 -0.0292
Si 13.671 13.6371 4.1527 0.0096 -0.0132 0.0018
Si 16.3584 -0.0017 4.0436 -0.012 0.0058 -0.0105
Si 19.0106 2.6973 4.0558 0.0087 0.0294 -0.0084
Si 16.3416 5.4393 4.1716 -0.0403 0.0138 -0.0127
Si 19.0849 8.1956 4.1685 -0.0059 -0.0049 0.0162
Si 16.2862 10.8837 4.1651 0.03 0.0262 -0.0268
Si 19.0304 13.5969 4.0723 -0.0008 -0.0142 -0.0222
Si 21.7852 0.0033 3.9823 -0.0055 -0.0042 -0.0251
Si 24.4279 2.6765 3.9916 -0.013 -0.0324 -0.0274
Si 21.7358 5.3913 4.0838 -0.0049 0.0057 -0.0167
Si 24.5221 8.167 4.0648 0.0005 -0.0006 -0.0424
Si 21.7829 10.882 4.0566 0.0111 0.0128 0.0038
Si 24.4605 13.583 4.0027 0.025 0.0108 0.0116
Si 27.0966 -0.0478 4.0646 -0.0118 -0.0135 -0.0216
Si 29.902 2.6828 4.204 -0.0068 -0.0046 0.0002
Si 27.1505 5.4151 4.0836 0.0079 -0.0068 0.0013
Si 29.901 8.135 4.1102 0.0104 0.0025 -0.0137
Si 27.2326 10.8822 4.0052 -0.0112 -0.0147 -0.0285
Si 29.9243 13.6121 4.0627 -0.0155 -0.0141 0.0062
Si 1.3716 -1.3838 21.7708 0.0151 0.0214 0.0072
Si 4.0871 1.3445 21.7566 -0.0166 0.0092 0.0056
Si 1.3767 4.1054 21.7206 0.005 0.0097 -0.0108
Si 4.0553 6.7971 21.7274 -0.0116 -0.0077 0.0046
Si 1.3271 9.5225 21.7453 0.0077 -0.0163 -0.002
Si 4.0911 12.2017 21.7626 -0.0133 0.0163 0.0139
Si 6.841 -1.3722 21.756 0.0113 0.0066 0.0079
Si 9.5726 1.3487 21.738 0.0175 -0.025 0.0029
Si 6.8298 4.1005 21.7433 -0.0055 0.0058 0.0178
Si 9.534 6.8024 21.7828 -0.0088 -0.0061 0.0009
Si 6.769 9.5159 21.7724 -0.0009 0.0151 0.0264
Si 9.5041 12.2385 21.7501 -0.0202 0.0186 -0.0047
Si 12.2518 -1.3372 21.7834 -0.0012 0.0096 0.0098
Si 14.9882 1.378 21.8051 -0.0002 0.0081 0.015
Si 12.2795 4.0885 21.7609 -0.0042 0.0205 0.0024
Si 14.9609 6.8029 21.7041 0.0113 -0.0185 -0.0026
Si 12.2325 9.5145 21.7779 -0.0125 -0.0103 0.0252
Si 14.9549 12.2311 21.7849 -0.0053 -0.0264 0.0089
Si 17.6819 -1.3467 21.7993 0.0161 -0.0049 0.0167
Si 20.3938 1.3398 21.7385 -0.004 0.0048 -0.0029
Si 17.6909 4.0758 21.7615 0.0185 -0.0059 0.0049
Si 20.3796 6.7927 21.7345 -0.0168 -0.0104 -0.0085
Si 17.659 9.539 21.7653 0.014 0.0106 0.0147
Si 20.3893 12.2902 21.7784 0.0104 -0.0005 0.0092
Si 23.0866 -1.3495 21.7617 -0.004 0.0048 0.0115
Si 25.815 1.3286 21.74 -0.0165 -0.0114 0.006
Si 23.1036 4.0589 21.7157 -0.0066 0.006 0.0045
Si 25.8512 6.8127 21.7031 0.0147 -0.0003 0.0025
Si 23.1276 9.565 21.7116 0.0087 -0.0048 -0.005
Si 25.8657 12.2579 21.7573 0.0035 -0.0123 0.0163
Si 28.5536 -1.3956 21.7513 -0.0092 0.0011 0.0089
Si 31.273 1.3385 21.7321 -0.0181 0.0027 0.0159
Si 28.5523 4.0927 21.6769 -0.0016 0.0134 -0.0063
Si 31.288 6.8151 21.7103 0.0138 0.0011 -0.0022
Si 28.5477 9.5293 21.7443 0.0105 -0.0058 0.0037
Si 31.2796 12.2246 21.8063 0.0058 -0.0068 0.0207
Si 2.7537 -0.0462 23.1302 -0.0123 -0.0025 0.044
Si 5.452 2.7453 23.0656 0.0078 -0.0288 0.0201
Si 2.6823 5.4925 23.1215 -0.0346 0.0158 0.0285
Si 5.3945 8.1296 23.1047 0.0047 -0.0105 0.0237
Si 2.6862 10.8604 23.1088 -0.0044 -0.0142 -0.0011
Si 5.4938 -2.7676 23.0898 -0.0017 -0.0162 -0.0006
Si 8.2384 -0.0193 23.0994 -0.0033 -0.0244 0.0314
Si 10.9395 2.6989 23.0971 0.0052 0.0035 -0.012
Si 8.1868 5.4385 23.1454 -0.0033 0.0266 0.0526
Si 10.8749 8.1643 23.1634 0.0298 0.0002 0.0452
Si 8.1416 10.8829 23.1185 -0.0107 0.0213 -0.0156
Si 10.8505 -2.7035 23.0928 -0.0254 0.0118 0.0057
Si 13.6178 0.0239 23.1647 -0.0158 -0.0336 -0.0102
Si 16.3739 2.7263 23.1734 -0.0011 -0.0074 0.0366
Si 13.6285 5.4855 23.1007 -0.0267 -0.014 0.0324
Si 16.3051 8.1254 23.0836 -0.0099 0.0046 -0.0041
Si 13.6143 10.8391 23.145 0.0351 0.0378 0.0103
Si 16.2892 -2.6985 23.1397 0.0198 0.0229 0.0001
Si 19.0532 0.0195 23.1595 0.0135 0.0047 0.0106
Si 21.7734 2.6668 23.0781 0.0213 -0.0154 0.0265
Si 19.0139 5.4567 23.1277 0.0068 0.0157 0.0365
Si 21.7775 8.1675 23.0166 0.0004 0.0062 0.012
Si 19.0069 10.9331 23.1075 -0.0398 -0.0102 0.0204
Si 21.7066 -2.6398 23.1736 -0.0454 -0.0155 0.0146
Si 24.4645 -0.0378 23.1318 0.025 0.0208 0.0242
Si 27.1979 2.7285 23.0144 0.0028 0.0001 0.004
Si 24.4736 5.4483 23.0185 -0.0123 -0.0015 0.0037
Si 27.1671 8.1873 23.0919 -0.0311 -0.0159 0.0437
Si 24.4677 10.9333 23.088 0.0021 -0.0066 0.0357
Si 27.2173 -2.7288 23.1678 -0.0032 0.0377 0.0392
Si 29.9323 -0.0608 23.0919 0.0413 -0.005 0.0055
Si 0.0074 2.7368 23.0251 0.0249 0.0002 -0.0021
Si 29.895 5.473 23.0192 -0.0109 0.0059 -0.0133
Si -0.0057 8.1448 23.1177 0.0006 -0.0114 -0.002
Si 29.913 10.8323 23.151 0.0014 -0.0071 0.021
Si 0.014 -2.7214 23.1623 0.007 0.0177 0.0148
Si 1.3244 1.3556 24.3869 -0.0315 -0.0084 -0.0659
Si 4.0763 4.1182 24.3985 0.0302 0.0005 -0.0145
Si 1.3163 6.8341 24.5576 0.0494 -0.0153 -0.008
Si 3.9581 9.4239 24.4576 -0.0429 -0.0318 -0.0008
Si 1.3923 12.2374 24.5155 0.0313 -0.0051 -0.0008
Si 4.1836 -1.4294 24.4642 -0.0453 0.0588 -0.0149
Si 6.8785 1.402 24.3623 -0.0195 0.0117 -0.0493
Si 9.609 4.0509 24.4512 -0.0167 -0.0077 -0.0364
Si 6.7733 6.8028 24.4796 -0.025 0.0037 -0.0629
Si 9.4525 9.5177 24.4934 0.0065 -0.0545 -0.0172
Si 6.8085 12.2158 24.5234 0.0208 0.0288 0.007
Si 9.5678 -1.3583 24.5474 0.0069 -0.0114 -0.0206
Si 12.3153 1.4305 24.5304 -0.0239 0.0059 -0.0084
Si 15.0568 4.2046 24.4506 0.0559 0.0134 -0.0427
Si 12.2685 6.802 24.5108 -0.0191 0.0515 -0.0253
Si 14.9459 9.3968 24.4962 -0.0411 -0.0252 -0.0004
Si 12.1975 12.2347 24.4022 0.0051 -0.0116 -0.052
Si 14.932 -1.3645 24.5418 0.0022 -0.022 -0.0072
Si 17.6981 1.3162 24.5713 -0.0182 0.0174 -0.0082
Si 20.3964 4.028 24.3836 -0.0261 -0.0291 -0.0319
Si 17.6558 6.8484 24.5136 0.013 -0.0295 -0.0331
Si 20.4361 9.5439 24.3393 0.004 -0.0025 -0.0536
Si 17.6248 12.2728 24.5059 0.0017 0.0074 -0.0168
Si 20.3546 -1.2879 24.6239 0.0239 -0.0122 -0.0057
Si 23.1084 1.3159 24.5009 -0.049 -0.0306 -0.0561
Si 25.8166 4.0735 24.3465 -0.0011 -0.0016 -0.0149
Si 23.1339 6.8161 24.3721 0.0186 0.0161 -0.0264
Si 25.7472 9.5169 24.4537 0.0225 -0.0186 -0.0454
Si 23.1517 12.3525 24.4474 0.0261 0.0489 -0.0576
Si 25.8343 -1.3647 24.5337 -0.0244 0.0011 -0.0539
Si 28.5606 1.3603 24.3354 0.0053 -0.0018 -0.0232
Si 31.2886 4.1395 24.3279 -0.0018 0.0146 -0.0295
Si 28.5635 6.8251 24.4107 0.0334 0.0098 -0.0332
Si 31.2677 9.4421 24.5121 -0.0529 -0.0048 -0.0291
Si 28.572 12.19 24.5244 -0.0164 -0.0076 -0.0051
Si 31.2678 -1.391 24.5406 0.0057 -0.0076 -0.0064
Si -0.0265 0.0512 25.8465 -0.0085 0.0356 0.0317
Si 2.7069 2.7508 25.6712 -0.0433 -0.0332 0.0764
Si -0.1154 5.4808 25.8291 -0.0635 0.0355 0.033
Si 2.6317 8.1498 26.0266 -0.0346 0.0274 0.0643
Si 0.0069 10.8106 25.8052 0.016 0.011 0.064
Si 2.8429 -2.7727 25.8877 0.0067 -0.0724 -0.0013
Si 5.6186 -0.0071 25.7022 0.0299 -0.0209 0.0298
Si 8.2176 2.7107 25.7708 0.0259 -0.0336 0.0383
Si 5.3981 5.4216 25.8238 0.0313 0.0109 0.0571
Si 8.1077 8.1728 25.8878 -0.0241 0.0224 0.0456
Si 5.384 10.7565 25.7079 0.0135 0.0303 0.001
Si 8.1711 -2.7581 25.9402 0.0362 0.0114 0.0588
Si 10.9977 0.0456 25.8983 0.0182 -0.0487 -0.0101
Si 13.7145 2.8897 25.783 -0.031 0.0088 0.0533
Si 10.9495 5.3985 25.8413 0.0464 -0.0286 0.012
Si 13.5831 8.0987 25.9863 0.0123 -0.0162 0.0383
Si 10.8528 10.8717 25.7693 0.002 -0.0003 0.051
Si 13.5225 -2.7677 25.8192 -0.0196 0.0345 0.0038
Si 16.2839 -0.0285 25.9485 -0.0011 0.0139 0.0733
Si 19.0953 2.7093 25.8598 0.0162 0.0015 0.0171
Si 16.32 5.5184 25.9684 0.0024 -0.0034 0.0325
Si 19.1244 8.2292 25.7431 -0.0265 -0.0284 0.0416
Si 16.3106 10.7769 25.7903 0.0427 -0.0137 -0.0252
Si 18.8995 -2.6385 25.9369 -0.019 0.0653 0.0406
Si 21.7803 0.0234 26.0266 0.0302 0.0402 0.063
Si 24.5144 2.7377 25.7471 -0.019 -0.0202 0.0359
Si 21.8126 5.4026 25.638 -0.0011 -0.0379 0.046
Si 24.3635 8.1519 25.8488 0.0257 0.0436 0.0709
Si 21.7714 10.9334 25.6451 0.0226 -0.0164 0.0298
Si 24.4622 -2.6945 25.9712 0.0319 0.0392 0.0473
Si 27.2011 0.1294 25.7607 -0.0898 -0.024 0.0357
Si 29.9653 2.7075 25.5882 0.0042 -0.012 0.019
Si 27.1408 5.4406 25.6631 -0.0175 0.0324 0.0279
Si 29.8922 8.1243 25.9133 -0.0093 -0.0136 0.0493
Si 27.1088 10.8662 25.8215 -0.0198 -0.0211 0.028
Si 29.9604 -2.8293 25.9255 0.0529 -0.011 0.0661
Si 1.7465 -1.014 26.9494 -0.3105 -0.2452 -0.785
Si 4.0152 1.2035 26.8196 0.1965 0.2682 -0.7168
Si 1.1032 3.8762 26.9585 0.1748 0.0726 -0.7916
Si 4.2512 6.9232 27.2361 -0.1913 -0.154 -0.7591
Si 1.5115 9.8575 27.3406 -0.1255 -0.4664 -0.6348
Si 3.9717 11.8727 27.1775 0.1359 0.2933 -0.6941
Si 7.1698 -1.0253 27.1695 -0.1673 -0.1658 -0.7063
Si 9.399 1.217 27.1386 0.1558 0.1629 -0.6539
Si 7.0485 4.2817 27.0363 -0.2012 -0.1476 -0.7085
Si 9.2856 6.5114 27.0259 0.0891 0.1807 -0.8134
Si 6.4085 9.2296 27.1583 0.2331 0.0304 -0.7213
Si 9.8665 -3.8639 27.1689 -0.4106 -0.1874 -0.654
Si 12.0724 -1.5671 27.2599 0.3739 0.2912 -0.6514
Si 15.024 1.5489 27.1531 0.203 0.0142 -0.6981
Si 12.6031 4.3801 27.2143 -0.0995 -0.001 -0.7241
Si 14.8014 6.6374 27.4379 0.1121 0.2205 -0.578
Si 12.2403 9.6359 27.1797 -0.0929 -0.2584 -0.687
Si 14.521 11.7629 26.9265 -0.0071 -0.0483 -0.8305
Si 17.502 -1.3898 27.4705 -0.1183 -0.2054 -0.6852
Si 20.7438 1.7544 27.26 -0.2503 -0.3089 -0.8059
Si 18.0094 4.3563 27.1157 -0.3688 -0.3228 -0.7685
Si 20.2652 6.5587 26.8893 0.1742 0.2149 -0.7952
Si 18.1063 9.868 27.0488 -0.2789 -0.2688 -0.7432
Si 20.3076 12.1532 26.9543 0.0978 0.2256 -0.64
Si 23.4578 -1.0348 27.3612 -0.3347 -0.2625 -0.6869
Si 25.6571 1.2831 27.1753 0.2813 0.183 -0.6608
Si 22.9961 3.9374 27.024 0.1335 0.1653 -0.7885
Si 26.0379 6.9922 27.021 -0.2749 -0.1251 -0.8176
Si 23.1455 9.7661 27.1178 -0.0973 -0.2739 -0.7349
Si 25.4799 11.8897 27.1909 0.2481 0.3096 -0.7362
Si 28.4738 -1.3649 26.9711 0.0215 -0.0695 -0.728
Si 31.4721 1.7365 27.0998 -0.119 -0.3791 -0.7941
Si 28.6902 4.1709 26.8197 -0.1467 -0.0881 -0.7671
Si 30.8496 6.4328 27.2848 0.4058 0.3542 -0.5996
Si 28.211 9.2552 27.0917 0.2516 0.2179 -0.8246
Si 31.4666 12.1432 27.281 -0.3019 0.1062 -0.7421
Si -0.4301 -2.8207 36.0595 -0.0857 0.1093 0.1049
Si 3.7421 2.2012 29.5069 -0.1026 -0.0438 -0.0088
Si 27.4414 2.5308 29.2595 -0.0299 0.0337 -0.0596
Si 19.0086 0.5665 29.3569 -0.0282 0.0562 -0.0999
Si 28.6265 10.6968 32.1332 -0.0623 0.0071 -0.0621
Si 16.0123 -3.3438 29.4191 0.0301 0.1485 0.1925
Si 4.2338 11.103 33.1123 -0.083 0.0135 0.0038
Si 15.6496 3.2997 32.2182 0.0081 -0.138 0.0541
Si 28.7835 7.8209 36.671 0.015 0.0843 0.0757
Si 8.719 -2.5334 31.8287 0.0777 0.0232 -0.1536
Si 11.5926 4.0198 35.0256 0.0169 -0.0091 0.0565
Si 5.6563 10.9195 29.4541 -0.0152 -0.0029 -0.1266
Si 6.7734 4.1167 29.9922 0.0993 -0.0418 -0.0292
Si 13.2605 0.2097 29.3007 0.0172 -0.0804 0.1013
Si 1.4609 -2.0456 33.9515 0.0443 -0.0083 -0.0371
Si 8.9982 4.6747 34.21 -0.1241 -0.0458 0.0374
Si 10.5012 8.1159 29.4059 0.0927 0.1627 -0.1787
Si 13.0227 -1.5244 33.177 0.0249 -0.0215 -0.0045
Si 17.2275 10.2905 29.8333 -0.0137 0.0855 0.0028
Si 23.2551 11.4435 31.6262 0.0386 0.0366 -0.0197
Si 13.4064 5.2155 33.1706 0.113 -0.0659 0.1374
Si 21.7826 9.5851 30.0087 0.036 0.0831 -0.1214
Si 16.895 -4.9149 34.0949 -0.0094 0.0041 -0.0821
Si 16.9025 2.7982 29.4351 0.0255 -0.0618 -0.0843
Si 14.8509 0.2277 31.9889 0.0129 0.0446 0.0032
Si 31.7209 -0.7679 30.7466 -0.0251 -0.0203 -0.0053
Si 24.3386 5.7284 29.2366 -0.0587 -0.0222 -0.1093
Si 1.3231 2.7824 32.7718 0.0164 0.0755 0.0353
Si 21.0118 5.154 36.6288 -0.0437 -0.0035 0.1996
Si 24.138 4.5699 31.891 0.0337 0.0362 0.0501
Si 27.184 -3.0816 29.1188 -0.1114 -0.0686 -0.1061
Si 5.8533 6.6307 31.3487 0.0455 0.0085 0.1603
Si 29.0997 2.2595 33.3837 0.0923 -0.023 0.0852
Si 30.8776 -0.3037 33.5292 0.0052 0.0367 0.0659
Si 24.7988 0.0685 35.7396 -0.0608 0.071 0.0308
Si 10.1725 -1.6297 34.3941 -0.0151 -0.023 -0.0959
Si 3.8738 8.8924 31.2072 0.0897 0.1143 -0.059
Si 1.3987 0.9347 30.3696 0.1757 -0.0013 0.0252
Si 30.6974 6.039 30.3475 0.0563 -0.0275 -0.1178
Si 25.8137 10.5632 32.7165 0.047 -0.0322 0.0148
Si 21.123 -3.9704 29.864 0.0808 -0.0377 -0.0488
Si 3.9207 -0.1302 31.3014 -0.0366 0.0842 -0.1276
Si 11.2137 2.497 29.3715 -0.0275 -0.1074 -0.1885
Si 3.5241 -3.7084 35.619 -0.0591 -0.0751 0.0684
Si 12.5967 7.7685 31.4533 0.0347 -0.0096 0.099
Si 5.0644 5.6745 36.8508 0.0048 -0.0784 0.0652
Si 8.2086 8.5353 31.4288 0.1009 -0.0647 0.0077
Si 7.2923 7.7888 36.8049 0.0538 0.0378 -0.071
Si 17.8694 4.153 34.3012 -0.0377 0.0471 -0.0591
Si 8.9142 7.6477 34.2893 -0.1704 0.1005 0.0333
Si 8.771 -3.7871 35.8547 -0.0267 -0.0305 0.1813
Si 11.7818 10.6244 32.1647 0.1618 0.0742 -0.0648
Si 17.4043 -0.5697 35.8402 -0.0083 -0.0618 0.1181
Si 15.8015 -2.0833 33.5926 0.0299 0.0147 -0.0584
Si 17.7283 2.2635 36.743 0.1681 -0.0711 -0.0439
Si 5.9391 4.9782 34.0631 0.1029 0.0167 -0.0083
Si 10.2402 -0.0633 36.825 0.0004 0.0248 0.1268
Si 21.5838 6.8244 29.7271 -0.0099 -0.1288 0.0121
Si 26.3034 0.8471 33.1372 -0.0135 -0.1038 0.0508
Si 19.3133 6.9586 33.905 -0.0342 -0.0491 0.0833
Si 13.29 -3.4879 30.9402 0.05 -0.0819 -0.0904
Si 28.0159 3.0885 35.8684 0.0751 0.0857 0.075
Si 21.7248 7.7769 35.6961 -0.0846 0.1145 0.0164
Si 22.4898 -4.7431 34.6575 -0.0525 -0.0729 -0.072
Si 24.1617 9.1087 34.645 -0.0311 -0.1171 -0.025
Si 28.3741 4.3325 31.4838 0.004 0.0805 -0.0389
Si 29.6683 0.4795 29.1467 0.0099 0.1632 -0.0408
Si 29.3897 11.0445 29.2828 -0.0175 -0.0304 -0.1113
Si 20.5192 3.3414 34.1052 0.1516 -0.0563 0.0152
Si 3.8825 2.7141 34.3194 -0.047 0.0742 0.131
Si 2.8028 5.0774 29.32 0.0074 0.0298 -0.1216
Si 0.7345 -2.5906 29.2035 -0.1128 -0.0958 0.0031
Si 0.5818 0.6928 34.7328 0.016 0.0097 0.0182
Si 28.3533 0.371 36.8993 0.0625 -0.0219 0.2803
Si 0.7063 5.4547 31.569 -0.0938 -0.0426 -0.1478
Si 30.2824 9.1731 34.3795 0.0052 -0.0194 0.0314
Si 2.007 2.496 36.664 -0.0947 0.0698 -0.0685
Si 5.3872 0.2549 33.8327 0.0493 0.0135 -0.014
Si 7.037 11.3778 32.06 -0.1072 -0.0273 -0.1433
Si 10.6464 -4.1059 29.9925 0.0359 0.0446 -0.0814
Si 6.4817 -1.0079 30.1298 0.035 0.0139 -0.0368
Si 2.0712 -3.8622 31.4609 -0.0365 -0.1464 0.0424
Si 9.256 3.5044 31.3475 -0.14 -0.0293 0.0162
Si 6.2439 -2.1086 35.7844 -0.043 0.1254 0.1145
Si 1.0412 9.7036 30.4567 0.118 0.1298 -0.1526
Si 12.425 2.0862 36.8824 0.1021 0.0474 0.1221
Si 7.048 1.6112 31.504 0.0136 -0.0365 0.0333
Si 15.3502 8.2221 30.15 0.2091 -0.203 0.0275
Si 22.1347 0.8074 34.3236 0.0323 0.0189 -0.037
Si 10.3892 10.312 34.8063 -0.0403 -0.0429 0.0114
Si 12.6026 9.1017 36.3059 -0.0612 -0.0064 0.0488
Si 23.6262 1.6512 31.7673 -0.0146 -0.0648 -0.0163
Si 15.3018 10.5744 36.639 0.0168 -0.035 0.1187
Si 19.6573 -4.3118 35.4833 -0.0856 -0.0739 0.1093
Si 13.1522 6.3231 35.8072 0.1206 -0.1391 0.0273
Si 17.3367 8.9063 32.2841 -0.1184 -0.1206 -0.0324
Si 20.3131 -1.5204 31.3027 0.0958 -0.0007 -0.0983
Si 21.4153 5.3538 32.1594 -0.0903 -0.0161 0.0398
Si 23.7113 -2.6632 36.5082 0.0141 -0.068 0.2308
Si 23.2764 -0.9185 30.457 0.0548 -0.0043 -0.188
Si 25.8854 7.0724 35.9229 0.0194 -0.0667 -0.0087
Si 29.3878 -2.0236 35.1795 -0.027 -0.1348 0.0803
Si 20.0003 -1.3815 34.3718 -0.1133 0.0661 0.0396
Si 26.0634 -1.7112 31.7015 -0.1042 -0.0088 -0.0824
Si 27.3309 -3.6086 33.7044 0.1064 -0.0314 0.0906
Si 31.6632 10.7323 36.717 0.016 -0.0973 0.0952
Si 26.4213 4.8933 33.837 0.232 0.0539 0.0244
Si 31.9011 7.9233 32.148 -0.0067 -0.0472 0.0076
Si 1.3663 14.9685 5.4102 0.0037 -0.0017 -0.0022
Si 4.0872 1.3575 5.419 -0.0016 -0.0051 -0.0135
Si 1.4173 4.0675 5.4439 0.0081 0.0024 -0.005
Si 4.0686 6.7922 5.4244 0.0021 -0.0172 -0.0021
Si 1.3726 9.5075 5.4433 -0.0193 -0.0058 -0.0041
Si 4.0887 12.2683 5.4317 -0.0073 0.0017 -0.0049
Si 6.7821 14.9905 5.4343 -0.016 0.0072 -0.0115
Si 9.5035 1.3765 5.4818 -0.0061 0.0035 -0.0135
Si 6.7781 4.0768 5.4663 0.0084 0.0226 -0.0043
Si 9.538 6.8003 5.5176 0.0187 0.0127 0.0048
Si 6.7549 9.5617 5.4861 -0.0193 0.007 0.0069
Si 9.5066 12.273 5.4871 -0.0019 -0.0046 -0.0108
Si 12.2589 14.9511 5.5092 -0.0141 -0.0116 -0.0025
Si 15.008 1.3442 5.4627 0.0062 -0.0131 -0.011
Si 12.2491 4.0978 5.5015 0.0188 0.0257 -0.0089
Si 14.9555 6.8042 5.5047 0.0199 0.0025 -0.0143
Si 12.1889 9.5221 5.5564 -0.0147 -0.0094 0.0027
Si 14.9814 12.2655 5.5278 -0.0153 -0.0082 0.0007
Si 17.7026 14.9742 5.4386 -0.0117 -0.0057 -0.0099
Si 20.4182 1.3463 5.3825 0.0055 -0.008 -0.0157
Si 17.6859 4.0408 5.4791 -0.0061 -0.0237 -0.011
Si 20.4241 6.7806 5.471 0.0121 -0.0078 -0.0165
Si 17.683 9.5341 5.4929 -0.0063 0.0108 0.0073
Si 20.4076 12.2383 5.4185 -0.0024 -0.011 -0.0158
Si 23.1179 14.9589 5.3769 0.0094 0.0121 -0.0152
Si 25.7742 1.3425 5.4087 0.0037 -0.0002 0.0089
Si 23.1082 4.0331 5.4119 -0.0119 -0.004 -0.0028
Si 25.8278 6.7901 5.4491 0.0144 0.0079 -0.003
Si 23.1444 9.5213 5.416 0.0174 0.0047 0.0004
Si 25.8369 12.2228 5.3676 -0.0058 -0.0011 -0.0173
Si 28.5314 14.9529 5.4085 0.0065 0.016 -0.0127
Si 31.2974 1.3029 5.461 0.0126 0.0046 0.0002
Si 28.5337 4.0904 5.4723 -0.0079 0.0145 0.0025
Si 31.2894 6.791 5.4574 -0.0155 -0.0053 -0.0094
Si 28.5631 9.541 5.4287 -0.0125 0.0006 -0.01
Si 31.2711 12.2407 5.4311 0.0166 -0.0132 0.0023
Si 2.7196 0.0045 6.7823 0.0054 -0.0013 0.0002
Si 5.4311 2.7059 6.8127 -0.0021 0.0034 0.0003
Si 2.7421 5.434 6.8167 -0.0027 -0.0115 -0.0008
Si 5.4107 8.1612 6.8084 0.0033 0.0146 -0.0003
Si 2.7299 10.8876 6.7864 0.0084 -0.0061 -0.0005
Si 5.4343 13.6253 6.8043 -0.0009 0.0021 -0.0063
Si 8.1449 0.0056 6.8216 0.0026 0.0046 -0.0054
Si 10.8781 2.7276 6.8357 0.0006 -0.0093 -0.0045
Si 8.1422 5.4383 6.83 -0.0084 0.0095 -0.008
Si 10.8592 8.1553 6.9049 0.0089 -0.0018 0.0029
Si 8.1449 10.9014 6.8356 0.006 -0.0115 -0.0116
Si 10.8799 13.6042 6.8541 0.0154 -0.001 -0.0026
Si 13.6216 0.0118 6.8325 -0.0073 0.008 -0.0096
Si 16.3433 2.6916 6.8461 0.0101 0.0044 0.0067
Si 13.6039 5.4473 6.8649 -0.0137 0.0044 -0.0036
Si 16.3235 8.1671 6.8439 -0.0063 0.0057 0.0012
Si 13.5994 10.8896 6.8558 0.001 0.0004 -0.0093
Si 16.3531 13.632 6.8396 -0.0034 -0.0089 -0.0012
Si 19.0717 0.0039 6.7844 0.0022 0.0042 0.0037
Si 21.7511 2.697 6.7834 0.0072 -0.0037 0.0005
Si 19.0466 5.4256 6.8165 -0.0052 0.0094 -0.0061
Si 21.7923 8.1565 6.7955 -0.0009 -0.0127 -0.0063
Si 19.0595 10.8965 6.816 -0.0129 0.0019 -0.0056
Si 21.7687 13.6048 6.7643 -0.0015 0.0134 0.0008
Si 24.4485 -0.0154 6.7824 -0.0073 0.0075 0.0107
Si 27.1633 2.6959 6.7779 0.007 -0.008 -0.0125
Si 24.4636 5.412 6.7801 0.001 0.0077 -0.0091
Si 27.2029 8.1636 6.7838 -0.0055 0.0069 -0.0041
Si 24.4918 10.8859 6.7719 0.0025 -0.008 0.007
Si 27.1845 13.5789 6.7603 0.004 -0.0074 -0.005
Si 29.9058 -0.0361 6.7954 0.0174 -0.0084 0.001
Si 0.0131 2.7129 6.7834 -0.0065 0.001 -0.0114
Si 29.9169 5.4411 6.8147 -0.0064 0.0018 -0.0057
Si 0.0026 8.1615 6.809 0.0033 -0.0006 -0.0056
Si 29.9197 10.8848 6.8004 -0.0061 0.0058 -0.001
Si 0.0039 13.6041 6.7762 -0.0087 -0.0038 -0.0061
Si 1.3656 1.3604 8.1527 0.0073 0.0073 0.0005
Si 4.0903 4.0757 8.1775 0.0152 0.0246 0.0136
Si 1.3594 6.7906 8.1605 -0.0142 -0.0111 0.0011
Si 4.0654 9.5254 8.1679 -0.0079 -0.014 0.0034
Si 1.3606 12.2433 8.143 -0.0071 0.002 -0.0022
Si 4.0678 14.9704 8.1613 -0.0022 -0.0063 0.0113
Si 6.7877 1.3568 8.1823 -0.0085 -0.0091 0.0013
Si 9.5101 4.0824 8.1886 0.0023 0.0076 -0.0069
Si 6.7843 6.8109 8.1739 0.0095 0.0025 -0.0004
Si 9.4878 9.5342 8.2122 -0.0113 -0.0237 0.0063
Si 6.7897 12.2678 8.1788 0.0082 0.0082 -0.0026
Si 9.5153 14.9764 8.1861 0.0087 0.0103 0.0018
Si 12.2476 1.3677 8.1848 0.0028 -0.0038 -0.0017
Si 14.9719 4.0659 8.1897 -0.0176 -0.009 -0.0064
Si 12.2477 6.8016 8.2268 0.0103 0.0258 0.0071
Si 14.9659 9.5278 8.2006 0.0123 0.0042 0.0033
Si 12.2342 12.2408 8.2085 -0.023 -0.0164 0.0029
Si 14.9742 14.9708 8.1932 -0.0002 0.0023 0.0071
Si 17.7165 1.3428 8.1794 -0.0094 0.0049 0.0103
Si 20.4115 4.0661 8.1612 -0.0011 -0.0047 -0.0018
Si 17.6878 6.7905 8.1774 -0.0135 -0.0058 -0.0056
Si 20.4185 9.5152 8.1528 -0.0025 0.0021 -0.0028
Si 17.7038 12.2534 8.1819 0.0178 0.0103 0.0083
Si 20.4167 14.9553 8.1467 0.0034 0.0033 -0.0031
Si 23.1062 1.3455 8.1523 -0.0124 -0.0172 0.0129
Si 25.8271 4.0656 8.1477 0.004 -0.0019 0.0033
Si 23.131 6.7858 8.1553 -0.0067 -0.001 0.0055
Si 25.8402 9.5201 8.1422 0.0016 0.0011 -0.0014
Si 23.127 12.2444 8.1307 0.0093 -0.0004 -0.0006
Si 25.8321 14.9484 8.1269 0.005 0.0085 -0.001
Si 28.5469 1.3476 8.135 0.0092 0.0138 -0.0039
Si 31.2828 4.0653 8.1489 -0.0086 0.0002 0.0003
Si 28.5589 6.812 8.1573 0.0275 0.0043 0.0086
Si 31.2814 9.5252 8.1597 0.0012 0.0002 0.0032
Si 28.5468 12.2394 8.1452 0.0015 -0.0066 0.0007
Si 31.2765 14.9411 8.1525 -0.0174 -0.0071 0.0057
Si -0.0036 -0.0037 9.5035 -0.0061 0.003 -0.0007
Si 2.7192 2.7166 9.5243 -0.0057 0.0015 0.0009
Si -0.0028 5.4293 9.5147 -0.0033 0.003 0.0047
Si 2.711 8.158 9.5232 -0.0015 0.0133 0.0054
Si 0.0028 10.8862 9.5122 -0.0049 -0.0035 0.0014
Si 2.7126 13.6014 9.5148 0.0033 0.0017 -0.0027
Si 5.4281 -0.002 9.5349 0.0026 0.0027 0.0016
Si 8.1535 2.7163 9.5394 -0.0005 -0.0034 0.0032
Si 5.4407 5.4408 9.5361 0.0032 -0.0145 0.0039
Si 8.1361 8.162 9.5514 -0.0058 0.0171 0.0074
Si 5.4319 10.8877 9.5235 0.0055 -0.0127 0.004
Si 8.1564 13.6136 9.5425 -0.0001 -0.0097 0.0028
Si 10.8836 0.0082 9.5408 -0.0051 -0.0002 0.005
Si 13.6046 2.7205 9.5484 -0.0038 0.0082 0.0056
Si 10.872 5.4363 9.5547 0.0018 0.0023 0.0052
Si 13.6095 8.1694 9.5637 -0.0032 -0.009 0.0092
Si 10.8699 10.8834 9.5587 0.0107 -0.0033 0.0021
Si 13.6066 13.6068 9.5451 -0.0002 0.0072 -0.0007
Si 16.3406 0.0023 9.5429 0.0026 -0.0022 0.0086
Si 19.0568 2.7168 9.5336 -0.0002 -0.0035 0.0102
Si 16.3276 5.4359 9.5399 0.0074 0.0073 0.0062
Si 19.0527 8.1609 9.5195 0.0045 -0.0032 -0.0004
Si 16.3356 10.8923 9.5376 -0.0111 -0.0041 -0.0017
Si 19.0628 13.6087 9.5292 -0.0043 0.001 0.0048
Si 21.7609 -0.0083 9.5209 -0.0017 0.0131 0.0123
Si 24.4707 2.7093 9.5092 -0.0033 0.003 0.0008
Si 21.7658 5.4344 9.5167 -0.0044 0.0072 -0.0008
Si 24.4881 8.1549 9.5071 0.0076 -0.0079 -0.0014
Si 21.7739 10.8829 9.5043 -0.0014 0.0018 0.0007
Si 24.4807 13.597 9.5023 -0.004 0.0001 0.005
Si 27.1911 -0.012 9.4961 0.0105 -0.0145 0
Si 29.9121 2.7069 9.499 0.0034 0.0026 0.0015
Si 27.1958 5.4341 9.5004 -0.0012 0.0004 -0.003
Si 29.9217 8.1633 9.5188 -0.0117 -0.0022 0.0049
Si 27.1965 10.8759 9.5082 0.0015 -0.0001 0.0044
Si 29.9125 13.5903 9.5103 0.0103 -0.0058 0.0106
Si 1.3533 -1.3586 10.873 -0.003 -0.0041 0.0022
Si 4.0744 1.3607 10.8914 0.0031 0.0002 0.002
Si 1.3569 4.0753 10.8803 -0.0008 -0.0006 0.0021
Si 4.0734 6.8009 10.8859 0.0047 0.0009 -0.0012
Si 1.3548 9.5219 10.8778 -0.0061 -0.0064 0.0034
Si 4.0719 12.2444 10.8813 -0.0044 0.0009 -0.0002
Si 6.7931 -1.354 10.8982 -0.0033 0.0058 0.0034
Si 9.5191 1.3625 10.8991 0.0084 0.004 0.0004
Si 6.799 4.0806 10.8962 0.0049 0.0178 0.0046
Si 9.5107 6.8034 10.9016 -0.0015 0.0009 -0.0017
Si 6.7828 9.53 10.8984 0.0022 -0.0069 0.0056
Si 9.5127 12.2511 10.9052 0.0001 -0.002 0.0033
Si 12.2428 -1.3545 10.8988 -0.0051 0.0008 0.0008
Si 14.9718 1.361 10.8967 0 0.0005 0.0002
Si 12.2403 4.0787 10.9049 -0.0023 -0.0048 -0.0001
Si 14.9709 6.7986 10.9039 -0.0026 0.0052 -0.0002
Si 12.2378 9.5253 10.9101 -0.0025 -0.0025 0.0047
Si 14.9677 12.2436 10.8971 0.0066 -0.0031 0.0037
Si 17.6952 -1.3629 10.8939 0.0001 -0.0021 0.0048
Si 20.4096 1.3533 10.8881 -0.0007 -0.0056 0.0037
Si 17.6915 4.0773 10.8908 -0.0038 -0.0057 -0.0004
Si 20.4073 6.7977 10.8774 -0.0006 -0.0086 0.003
Si 17.693 9.5208 10.8852 -0.0015 0.0019 -0.0012
Si 20.4167 12.2372 10.8773 0.0011 0.0042 0.0009
Si 23.1259 -1.3666 10.8731 -0.0026 0.0009 -0.0009
Si 25.8374 1.3504 10.8633 0.0007 0.0066 -0.0034
Si 23.1228 4.0747 10.8758 0.0008 -0.0024 0.0017
Si 25.8439 6.7948 10.8685 0.0003 0.0069 0.0031
Si 23.1267 9.5183 10.8658 -0.0008 -0.0058 -0.0034
Si 25.8382 12.2378 10.8666 0.0017 -0.0041 -0.004
Si 28.5552 -1.3624 10.8641 0.0042 0.0031 -0.001
Si 31.2756 1.3541 10.8648 -0.0052 0.0018 0.0022
Si 28.5578 4.0736 10.8601 0.0092 0.0039 0.0007
Si 31.2789 6.7941 10.8727 -0.0005 0.0018 0.0009
Si 28.5573 9.521 10.873 0.0087 0.0031 0.0033
Si 31.2765 12.238 10.8722 -0.0085 -0.0023 0.0038
Si 2.7132 -0.004 12.2418 -0.0001 0.0033 -0.0032
Si 5.4384 2.7184 12.2505 -0.0018 -0.0007 -0.001
Si 2.7168 5.4357 12.2419 -0.001 0.0005 0.001
Si 5.4291 8.1611 12.2509 -0.0032 0.0064 0.0017
Si 2.715 10.8809 12.2393 0.0042 -0.0027 -0.0003
Si 5.4332 13.599 12.2479 0.0056 -0.0061 -0.0019
Si 8.1587 0.0021 12.2567 0.0032 -0.0017 0.0009
Si 10.8811 2.7185 12.2595 -0.0014 0.0025 0.0045
Si 8.1572 5.4389 12.2575 0.0043 -0.0076 0.0006
Si 10.8759 8.1609 12.2585 0.0022 -0.0011 0.0006
Si 8.1522 10.8843 12.2553 -0.0018 -0.0048 0.0015
Si 10.8812 13.607 12.2587 0.0009 -0.0034 0.0003
Si 13.6077 0.0023 12.253 0.0006 -0.0002 0.0015
Si 16.3279 2.7234 12.2516 -0.0028 0.0044 0.0042
Si 13.6024 5.442 12.2572 -0.0012 0.0027 0.0056
Si 16.331 8.1658 12.252 0.002 -0.008 0.0016
Si 13.6045 10.8867 12.2576 -0.0052 0.0007 -0.0026
Si 16.33 13.6005 12.2511 0.0009 0.0044 0.0026
Si 19.0482 -0.0002 12.2498 -0.0027 0.015 0.0025
Si 21.766 2.7192 12.2409 -0.001 0.0004 0.0008
Si 19.0475 5.4437 12.2438 -0.0043 0.0047 -0.001
Si 21.7659 8.1623 12.2315 -0.0027 0.0025 0.0003
Si 19.0511 10.883 12.2403 0.0014 0.0011 0.0026
Si 21.7683 13.5976 12.2388 0.0042 -0.0036 0.0045
Si 24.4822 -0.0038 12.2316 0 -0.0006 0.0014
Si 27.1987 2.7137 12.2224 0.0023 0.0011 -0.0021
Si 24.4825 5.4386 12.2314 -0.0007 -0.001 -0.0032
Si 27.1996 8.1566 12.2303 0.0035 -0.0074 -0.0017
Si 24.4812 10.878 12.2291 0.0005 0.0009 -0.0001
Si 27.1984 13.5983 12.2258 0.0017 -0.0008 -0.0006
Si 29.9169 -0.0041 12.2264 0.0014 -0.0005 0.0011
Si -0.0051 2.7118 12.2329 -0.0013 0.0041 -0.0007
Si 29.9163 5.4315 12.2275 -0.0035 -0.0002 0.0022
Si -0.0023 8.1563 12.2332 -0.0041 0.0042 0.004
Si 29.9183 10.8786 12.2318 0.0021 -0.0069 0.0032
Si -0.0057 13.601 12.2321 -0.0053 -0.0021 -0.0024
Si 1.3547 1.3559 13.6 -0.0027 0.0003 0.0008
Si 4.0775 4.0775 13.6057 0.0065 0.0002 -0.0019
Si 1.358 6.7986 13.5969 0.0039 0.0005 -0.0043
Si 4.0722 9.5232 13.6057 0 -0.0057 0.0035
Si 1.3555 12.2434 13.5938 -0.004 0.0037 -0.0026
Si 4.0755 -1.3597 13.6044 -0.0039 0.0016 -0.0011
Si 6.8008 1.363 13.6138 0.0017 0.0057 -0.0006
Si 9.5222 4.0816 13.6141 0.001 0.0059 0.0012
Si 6.7942 6.8009 13.6081 0.0033 0.0019 -0.0043
Si 9.5151 9.5226 13.6115 0.0023 0.0023 -0.0008
Si 6.7939 12.2435 13.6123 -0.0035 0.0016 0.0022
Si 9.5209 -1.3559 13.6178 0.0001 0 0.0022
Si 12.2454 1.3588 13.6133 -0.0013 0.004 0.0007
Si 14.9649 4.081 13.6106 0.0008 -0.0025 -0.002
Si 12.2411 6.8033 13.6138 -0.0072 0.0008 -0.0002
Si 14.9653 9.524 13.6117 -0.0038 0.0014 -0.0005
Si 12.2428 12.2452 13.6143 0.0026 0.0015 0.0038
Si 14.9674 -1.3599 13.6069 0.0004 -0.0034 -0.0001
Si 17.686 1.3605 13.6054 0.0009 -0.0078 0.0013
Si 20.4053 4.0816 13.5989 -0.004 -0.0029 -0.0028
Si 17.6878 6.8027 13.6072 0.0027 -0.0004 0.0005
Si 20.4063 9.5199 13.5973 0.004 -0.0037 -0.0006
Si 17.6879 12.2381 13.6057 -0.0007 -0.0054 0.0035
Si 20.4058 -1.365 13.6014 -0.0004 -0.0018 -0.0038
Si 23.1237 1.356 13.5945 -0.0009 0.0086 -0.0017
Si 25.8417 4.0748 13.5866 -0.0017 0.0013 -0.0001
Si 23.1231 6.8017 13.5913 0.0031 -0.002 -0.002
Si 25.8391 9.5185 13.5888 0.0016 -0.0003 -0.0006
Si 23.1249 12.2362 13.5956 0.0005 -0.0054 0.0004
Si 25.8421 -1.363 13.5899 0.0015 -0.0007 -0.003
Si 28.5592 1.3566 13.5867 0.0022 0.0048 -0.0021
Si 31.2771 4.0738 13.5917 0.0004 -0.0012 0.0016
Si 28.5581 6.7939 13.5874 0.0044 0.0047 0.0008
Si 31.2779 9.5177 13.5894 -0.0045 -0.005 0.0018
Si 28.559 12.2416 13.5875 0.0018 0.0017 -0.0011
Si 31.2764 -1.3598 13.5923 -0.0032 0.0006 0.0008
Si -0.0027 -0.006 14.9591 -0.0013 0.0004 -0.0018
Si 2.7199 2.7123 14.9612 0.0009 0.0011 -0.0038
Si -0.0004 5.4343 14.9514 0.0014 0.0054 -0.0001
Si 2.7163 8.1577 14.9604 -0.0037 0.0012 0.0044
Si -0.0031 10.88 14.9482 0.0021 0.0008 -0.0027
Si 2.7143 13.5999 14.96 0.0035 -0.0074 -0.0023
Si 5.4404 -0.0034 14.965 0.0002 -0.0026 -0.0014
Si 8.1659 2.7209 14.9728 0.0039 0.005 -0.0006
Si 5.4406 5.4354 14.9653 -0.0037 0.0028 -0.0014
Si 8.1559 8.1593 14.9669 -0.0041 -0.0023 -0.0007
Si 5.4344 10.8805 14.967 0.0033 -0.0027 -0.0011
Si 8.1597 13.5996 14.9717 0.0002 -0.003 -0.0018
Si 10.8868 0.0014 14.9756 0.0041 -0.0014 -0.0009
Si 13.6065 2.7194 14.9692 -0.0031 -0.0004 0.0015
Si 10.882 5.4428 14.9709 0.002 -0.0094 0.0038
Si 13.601 8.1655 14.9701 -0.0016 -0.0027 0.0023
Si 10.8803 10.8806 14.967 -0.0042 -0.0029 -0.0012
Si 13.6066 13.6048 14.9689 0.0028 0.0062 -0.0033
Si 16.3268 -0.0004 14.9625 -0.005 0.0074 -0.0028
Si 19.0432 2.7248 14.9583 0.0019 0.0059 -0.0008
Si 16.3231 5.4447 14.9648 -0.0046 0.0003 0.0006
Si 19.044 8.167 14.963 0.0005 0.0003 0.0016
Si 16.3237 10.8855 14.9698 0.0019 -0.0014 -0.0018
Si 19.0432 13.6007 14.9648 0.0046 0.0054 0.0004
Si 21.7619 -0.0007 14.9549 0.0004 0.0008 -0.0033
Si 24.4819 2.7182 14.9499 0.0031 -0.001 -0.0015
Si 21.7611 5.4467 14.954 0.0025 0.0024 -0.0041
Si 24.4789 8.1628 14.9529 -0.0051 0.0001 0.0001
Si 21.7623 10.8808 14.9571 -0.0055 0.0028 0.0006
Si 24.4821 13.6001 14.9512 0.0016 -0.0001 0.0034
Si 27.2023 -0.0039 14.9487 -0.0002 0.0026 0.0001
Si 29.9193 2.7118 14.9522 -0.0044 0.0002 -0.0011
Si 27.1977 5.4359 14.949 0.0031 -0.0041 -0.0015
Si 29.9188 8.1555 14.944 -0.0031 -0.0015 0.0014
Si 27.197 10.8833 14.944 0.0028 -0.0062 -0.0018
Si 29.9175 13.5995 14.9505 0.0017 -0.0029 0.0019
Si 1.3598 -1.3612 16.3242 -0.004 0.0054 0.0031
Si 4.0822 1.3537 16.325 0.0067 0 -0.0009
Si 1.3605 4.0753 16.3142 0.0024 -0.0045 0.0005
Si 4.0805 6.7971 16.318 0.0083 -0.0066 -0.0019
Si 1.3545 9.5228 16.3107 -0.0018 0.0033 -0.0003
Si 4.0733 12.2419 16.3213 -0.0094 0.0096 0
Si 6.8018 -1.3592 16.3288 -0.0036 0.0061 0.0044
Si 9.53 1.3643 16.3332 -0.0023 0.0012 0.0006
Si 6.8066 4.0816 16.3284 0.0005 -0.0046 -0.0031
Si 9.5182 6.8017 16.3268 -0.0016 0.0054 0.0002
Si 6.7974 9.52 16.3237 -0.0023 -0.0009 0.0018
Si 9.5221 12.2371 16.3277 0.0049 0.0013 0.0024
Si 12.2513 -1.3578 16.3324 0.002 -0.0107 0.0029
Si 14.9688 1.3558 16.3226 0.0122 -0.0111 -0.0033
Si 12.2469 4.0828 16.3242 -0.0028 0.0044 -0.0006
Si 14.9619 6.8039 16.3248 0.0009 0.0001 0.0019
Si 12.2378 9.5238 16.3303 -0.0039 0.0124 -0.0002
Si 14.964 12.2479 16.3303 -0.0113 0.0009 0.0005
Si 17.6803 -1.3597 16.3248 -0.0034 -0.0003 0.0003
Si 20.3974 1.3578 16.3114 0.0015 0.0015 -0.0042
Si 17.6831 4.0832 16.3188 -0.0007 0.0006 -0.0055
Si 20.4036 6.8073 16.3188 -0.0027 -0.0023 0.002
Si 17.6811 9.5241 16.3265 0.0029 0.0007 0.0043
Si 20.4017 12.239 16.3198 0.0099 -0.0132 -0.0016
Si 23.1198 -1.3617 16.3105 -0.0025 -0.0019 -0.0038
Si 25.8387 1.3532 16.3059 -0.0007 0.0086 -0.0022
Si 23.119 4.0812 16.305 -0.0079 0.0022 -0.0026
Si 25.8376 6.7994 16.3079 0.0034 0.0008 0.0035
Si 23.1199 9.5231 16.3174 0.0066 -0.0057 0.0003
Si 25.8411 12.242 16.3102 0.0038 -0.0026 -0.0016
Si 28.5587 -1.3639 16.3134 -0.0028 0.0064 0.0003
Si 31.2761 1.35 16.3181 0.0055 0.005 0.0007
Si 28.5581 4.0743 16.3068 0.0034 0.0004 0.0014
Si 31.2794 6.7983 16.3048 -0.0011 -0.0011 0.0003
Si 28.56 9.5231 16.2952 0.001 -0.0027 -0.0053
Si 31.2824 12.2429 16.3079 -0.0065 -0.003 -0.002
Si 2.7268 -0.0079 17.6886 0.0048 0.0019 -0.0016
Si 5.4521 2.7112 17.6791 -0.0061 0.0044 -0.0032
Si 2.7236 5.4342 17.6735 -0.0012 0.0088 0.0013
Si 5.4398 8.1561 17.6792 -0.0004 0.0073 -0.0019
Si 2.7112 10.88 17.6757 0.0025 -0.009 -0.0073
Si 5.4372 13.5976 17.6812 -0.003 -0.0125 -0.011
Si 8.1694 -0.0002 17.686 0.0044 -0.0055 -0.0032
Si 10.8963 2.7247 17.6898 0.0032 0.0017 -0.0042
Si 8.1649 5.4421 17.6921 0 -0.0067 0.0063
Si 10.8745 8.162 17.6873 0.0007 -0.0093 0.0029
Si 8.1628 10.873 17.6848 -0.0042 0.004 -0.008
Si 10.8896 13.5953 17.682 -0.0035 0.0014 -0.0089
Si 13.619 -0.0025 17.6919 -0.0047 0.016 -0.0054
Si 16.3289 2.7163 17.6756 -0.0098 0.0013 -0.0046
Si 13.6041 5.4422 17.6838 -0.0072 -0.01 0
Si 16.3169 8.1654 17.6852 -0.0052 -0.0066 0.003
Si 13.5966 10.891 17.6848 0.0109 0.0045 -0.0031
Si 16.3199 13.6091 17.6948 0.0076 0.0034 -0.0051
Si 19.037 0.0054 17.6782 0.0074 0.0021 -0.0056
Si 21.7579 2.7193 17.6602 0.0043 0.0064 -0.0069
Si 19.0385 5.4484 17.6734 0.004 -0.0006 -0.0009
Si 21.7554 8.172 17.6822 -0.0009 0.0014 0.0018
Si 19.0356 10.8902 17.6845 -0.0021 0.0029 -0.0083
Si 21.7591 13.6042 17.6734 -0.0059 0.0046 -0.0015
Si 24.4796 -0.0055 17.6679 -0.0003 0.0026 -0.0006
Si 27.1976 2.711 17.6627 -0.002 -0.0073 -0.0063
Si 24.4706 5.4432 17.6662 -0.0024 -0.0103 -0.0005
Si 27.2015 8.1688 17.6545 0.0132 0.0125 -0.0019
Si 24.4772 10.8906 17.6713 -0.004 0.0019 -0.0008
Si 27.1969 13.5998 17.6751 0 -0.0044 0.004
Si 29.9212 -0.016 17.6809 -0.0061 0.001 -0.0007
Si 0.0045 2.7092 17.6703 -0.0043 0.0001 -0.0029
Si 29.9224 5.4354 17.6606 -0.0035 0.0036 -0.0025
Si -0.0085 8.1658 17.665 0.0065 -0.0038 -0.0011
Si 29.9161 10.8834 17.6554 0.0011 -0.0038 -0.0133
Si 0.0005 13.5947 17.6801 0.0034 -0.0043 -0.0025
Si 1.3652 1.356 19.0401 -0.004 0.013 -0.0013
Si 4.0929 4.0728 19.0286 0.0121 -0.0247 -0.0121
Si 1.3572 6.8059 19.0137 0.0017 -0.0034 -0.0098
Si 4.0706 9.5155 19.0266 -0.0057 0.0038 -0.0035
Si 1.358 12.2359 19.045 -0.0024 -0.0024 0.001
Si 4.0868 -1.3697 19.0544 -0.0016 0.0065 0.001
Si 6.8137 1.3576 19.0485 -0.0013 0.0051 0.0026
Si 9.5363 4.0841 19.0477 0.0024 0.0045 -0.0009
Si 6.8039 6.808 19.0474 -0.0112 0.0043 -0.0018
Si 9.5164 9.5169 19.0562 -0.0031 0.005 -0.0023
Si 6.7972 12.2332 19.0319 -0.0104 0.0177 -0.0019
Si 9.5375 -1.362 19.035 0.0029 -0.0064 0.0031
Si 12.2699 1.369 19.0423 0.0088 -0.0098 -0.0013
Si 14.9705 4.0747 19.029 0.0142 -0.0109 -0.0099
Si 12.2379 6.8004 19.039 -0.0045 0.0048 -0.0068
Si 14.9542 9.5322 19.0386 -0.0194 0.0158 -0.0042
Si 12.2417 12.245 19.0573 -0.0047 -0.0001 -0.0013
Si 14.9684 -1.3565 19.072 0.0023 -0.0086 0.0052
Si 17.6809 1.3617 19.0463 -0.0098 0.0018 -0.0069
Si 20.395 4.0747 19.0166 -0.0014 0.0044 -0.0064
Si 17.68 6.8053 19.0398 0.0107 -0.0055 0.0023
Si 20.3929 9.5361 19.0444 -0.0085 0.0099 0.002
Si 17.6791 12.2507 19.0509 0.0095 -0.0116 -0.0013
Si 20.3919 -1.3598 19.0293 0.0037 -0.0086 -0.0115
Si 23.1118 1.3553 19.0152 -0.0044 0.0078 0.0004
Si 25.8308 4.0725 19.0102 0.0001 0.0009 -0.0001
Si 23.1139 6.8055 19.0326 -0.0015 -0.002 0.0075
Si 25.8493 9.5348 19.0159 0.0011 -0.018 -0.0017
Si 23.1198 12.2533 19.0361 0.0074 -0.0157 -0.0039
Si 25.8267 -1.3691 19.0361 0.0009 0.0164 -0.001
Si 28.5466 1.3414 19.0248 0.0007 0.0148 -0.0015
Si 31.2805 4.0701 19.018 0.0078 -0.0067 0.0029
Si 28.5676 6.8123 19.0054 0.0022 -0.0111 -0.0038
Si 31.2703 9.5326 19.02 -0.0168 0.0198 -0.01
Si 28.5684 12.2405 19.0237 0.015 -0.013 -0.014
Si 31.2835 -1.3749 19.0492 -0.0036 -0.0027 0.0017
Si 0.0162 -0.0168 20.3987 0.0086 0.0042 0.0034
Si 2.737 2.7183 20.3903 0.0056 -0.005 0.0138
Si 0.0018 5.4438 20.3616 -0.0017 -0.0004 0.0006
Si 2.7002 8.1678 20.3842 0.0029 0.009 -0.0034
Si -0.0235 10.8862 20.3966 0.0067 -0.0103 -0.0016
Si 2.7294 -2.7415 20.4117 -0.005 -0.0088 -0.0046
Si 5.4606 -0.0107 20.4079 -0.0115 -0.0042 0.0095
Si 8.1852 2.717 20.4032 -0.0056 0.0013 0.0112
Si 5.4407 5.4392 20.3888 0.005 0.0006 0.0081
Si 8.1588 8.1602 20.4266 0.0005 -0.0016 0.0092
Si 5.4368 10.8646 20.3829 -0.0034 -0.0138 -0.0043
Si 8.1663 -2.727 20.3758 0.0034 -0.0156 -0.01
Si 10.916 -0.0031 20.3804 -0.0088 -0.0006 -0.0112
Si 13.6343 2.722 20.4118 -0.0121 0.0006 0.005
Si 10.8929 5.4435 20.4148 0.0056 -0.0125 0.007
Si 13.5864 8.1737 20.3877 0.0133 -0.0006 0.0009
Si 10.8806 10.877 20.4114 0.0095 0.0203 0.0044
Si 13.5995 -2.7189 20.4292 -0.0024 0.0027 0.0002
Si 16.3308 0.0136 20.4302 0.0179 0.011 0.0014
Si 19.0462 2.723 20.3931 0.0193 0.0132 0.0075
Si 16.3286 5.423 20.3861 -0.0305 -0.0057 -0.0026
Si 19.0262 8.1787 20.4003 -0.0013 -0.0113 0.0057
Si 16.3095 10.892 20.4006 0.0054 0.0065 -0.0011
Si 19.0288 -2.6952 20.409 0.0002 0.0004 -0.0016
Si 21.7535 -0.0035 20.3754 -0.0111 0.0047 -0.0093
Si 24.4766 2.7043 20.3699 -0.0031 -0.0006 0.0108
Si 21.7424 5.4322 20.3751 -0.0175 -0.0174 0.0036
Si 24.4841 8.1833 20.3666 0.0078 0.0211 0.0104
Si 21.7402 10.9203 20.3948 -0.0078 0.0023 0.0094
Si 24.4686 -2.7152 20.4154 -0.0017 -0.0015 0.0072
Si 27.1936 -0.0222 20.3935 0.0024 -0.0038 0.0067
Si 29.9173 2.6995 20.3644 -0.0037 0.0011 0.0052
Si 27.1938 5.4519 20.3362 0.0116 0.0035 -0.0087
Si 29.9138 8.1781 20.3763 -0.0041 -0.016 -0.0014
Si 27.2056 10.8955 20.3814 0.0087 0.0161 0.0053
Si 29.9276 -2.7486 20.4097 -0.0131 0.0018 0.0041
O 1.3241 -1.2934 28.4848 0.1123 0.4183 0.3012
O 3.6709 6.2509 28.6138 0.0767 0.1895 0.5556
O 9.8775 -2.8983 30.7596 -0.0425 0.3686 0.1061
O 4.2543 1.3903 30.8137 0.4281 0.2605 0.2375
O 0.0012 2.7993 27.4763 -0.0097 -0.1787 0.4118
O 30.7192 1.536 28.5332 -0.134 0.1569 0.5515
O 1.0196 2.1479 31.3471 -0.1659 0.1655 -0.2079
O 11.659 10.3093 35.8058 0.0426 0.4798 0.0184
O 29.3134 9.8728 33.3166 -0.25 -0.0315 0.0429
O 6.5376 3.6822 28.46 -0.4957 -0.5304 0.1075
O 20.0997 -2.9699 30.6049 -0.2389 -0.0358 0.1592
O 16.3704 -1.3613 34.9102 -0.2339 -0.2864 0.1899
O 8.3613 4.3013 30.2497 0.4593 0.5959 -0.0981
O 9.9387 7.0013 28.4117 0.0007 -0.2791 0.2467
O 11.4268 9.1469 28.5302 0.104 0.2884 0.4071
O 1.6939 4.6068 28.2661 0.0472 0.2146 0.3696
O 13.8059 8.1836 30.5028 -0.2844 0.2802 -0.0968
O 10.8247 -2.5814 27.4708 -0.2093 0.1443 0.1777
O 6.5157 -1.5703 37.2883 0.3076 0.1222 0.0406
O 12.0318 3.5739 28.4986 0.1002 0.0004 0.2286
O 7.4668 -1.8224 31.1105 0.0729 -0.2351 0.3208
O 29.5546 1.1324 37.6831 -0.1851 0.2284 -0.5308
O 8.6107 -3.8338 37.4607 -0.23 0.3334 -0.0203
O 21.3964 -0.6028 34.5288 0.4053 -0.3107 0.2172
O 11.9655 5.2474 36.0278 -0.0827 0.1982 0.404
O 19.101 5.5257 27.3048 -0.111 0.0331 0.3427
O 13.6609 5.4997 27.8188 -0.1246 0.0547 0.4044
O 19.1869 11.0457 27.3611 -0.074 -0.0118 0.062
O 28.1219 3.4052 28.1123 -0.2579 0.0377 0.1552
O 23.6828 4.5453 28.3601 -0.1248 -0.3511 0.3427
O 15.4901 7.2585 28.8176 0.0673 -0.0782 -0.0477
O 25.5651 6.3573 28.432 0.2768 0.14 0.6305
O 24.3422 10.7837 27.5297 0.2337 -0.1706 0.1997
O 30.7714 11.3213 28.5073 0.2909 -0.4503 0.2516
O 3.5495 -4.2581 31.9825 0.3637 0.2253 -0.1544
O 23.606 10.528 35.1649 0.019 0.1841 0.5073
O 28.554 -3.9038 29.2191 0.3048 0.2706 0.1684
O -0.087 9.5555 37.3669 0.0853 -0.139 -0.3399
O 29.4202 3.3387 32.2304 0.3176 0.129 0.0258
O 2.9372 3.2222 35.5437 0.1816 0.3654 -0.1435
O 0.0419 -2.4961 34.5647 -0.577 -0.2969 -0.3773
O 0.3739 -1.9291 37.1564 0.6078 -0.1952 -0.3889
O 9.2839 4.4377 32.6479 0.1522 0.3419 -0.0512
O 14.0651 5.7296 34.5843 0.5021 0.0386 -0.1186
O 4.7071 10.6503 38.1933 0.1883 -0.097 -0.5967
O 10.1246 10.5535 38.385 -0.1374 -0.1875 -0.4888
O 25.0318 1.5948 32.5324 0.1726 0.4957 -0.0814
O 21.7254 4.0462 37.5185 -0.2845 -0.3491 -0.4809
O 24.9002 6.5161 37.0899 -0.4903 -0.0039 -0.2545
O 20.1956 7.7062 35.0818 -0.2595 0.0697 0.1804
O 29.7439 5.2572 27.3852 0.1349 -0.0675 0.2214
O 10.0477 5.2162 38.3755 -0.0978 -0.0119 -0.5651
O 18.4379 -4.8835 34.5933 0.3104 -0.3398 -0.3721
O 27.3089 -2.0374 27.897 -0.2842 0.0324 -0.2265
O 9.0383 11.0253 35.3358 -0.2827 -0.1711 0.0402
O 19.7276 -1.5732 32.7967 -0.452 -0.1117 -0.1869
O 18.1406 7.8267 38.1696 -0.228 0.1604 -0.3003
O 24.6075 0.1049 27.5512 0.1547 0.0661 0.1879
O 6.7149 10.1114 28.5082 0.4742 0.0426 0.2938
O 16.7493 -2.0159 28.8137 0.2469 0.2281 0.2077
O 15.1684 -3.9044 28.2175 -0.0834 0.2697 -0.0172
O 2.3255 -0.2475 31.0334 -0.0602 -0.4538 0.2365
O 29.4826 -0.5702 27.9516 0.5421 -0.1694 -0.1374
O 22.0717 6.3002 36.2508 0.6886 -0.0514 0.1694
O 21.1116 -3.6245 28.2805 0.5989 0.1742 0.0994
O 4.641 1.3524 34.762 -0.1999 0.0217 0.3444
O 15.4081 1.6983 32.3506 -0.0204 0.0163 0.0551
O 0.8393 9.7165 28.836 -0.4343 -0.0921 -0.0848
O 8.3204 0.068 27.5724 0.103 -0.0961 0.4467
O 23.4441 3.1983 31.3686 -0.485 0.1471 -0.257
O 27.5027 -0.6403 37.8529 -0.3119 0.2284 -0.3147
O 15.6792 9.7863 29.8658 -0.326 0.4823 -0.2768
O 15.9098 -4.9905 35.3655 -0.0379 0.1388 -0.2156
O 6.7243 9.1891 37.381 0.2826 0.4313 -0.2139
O 21.1643 8.1843 30.4977 -0.375 0.0961 0.7961
O 7.2896 2.5195 38.2884 0.0055 0.0365 -0.5313
O 28.9229 -0.5907 35.7505 -0.0827 0.2871 -0.1425
O 26.0622 1.9712 28.6167 -0.2055 0.1605 0.5038
O 21.9329 8.7696 36.9721 -0.0041 0.1573 -0.2442
O 10.5768 -1.4065 37.6617 -0.517 -0.4583 -0.1981
O 11.5722 3.1302 37.7553 0.1267 0.0819 -0.2824
O 15.4053 -0.1064 38.381 0.1439 0.0404 -0.5031
O 11.654 0.6935 36.7675 0.1851 -0.3009 -0.0509
O 30.5526 -5.0274 37.7357 0.0436 -0.1689 0.0145
O 9.3304 -1.6242 33.0179 0.0951 0.585 -0.0931
O 27.5381 1.8579 33.2632 -0.1187 -0.0385 0.1706
O 18.8422 -0.548 35.1134 0.1688 0.344 -0.198
O 18.9839 3.1741 33.6501 -0.0027 -0.5712 -0.5859
O 30.62 7.2115 31.4631 -0.3547 0.1036 0.3154
O 7.4681 -3.029 35.2917 -0.0017 -0.1839 -0.6265
O 2.9506 -4.1262 37.0776 -0.6557 -0.0721 -0.2642
O 2.9718 0.0144 27.1533 -0.064 -0.1275 0.4879
O 23.1111 -1.4296 28.919 -0.0861 -0.3226 0.0127
O 22.4911 -4.6513 33.0399 -0.2022 -0.0486 -0.2266
O 17.788 9.4388 28.5774 0.3026 -0.5954 0.1187
O -0.6448 5.1132 30.7157 -0.0392 -0.5894 -0.3602
O 5.9263 5.4503 30.2673 -0.1373 -0.098 -0.3108
O 6.9416 7.7174 30.8834 0.1174 0.0925 -0.6372
O 27.1183 10.1135 31.8528 0.0328 -0.3241 -0.501
O 4.5942 -0.1116 38.2803 -0.0073 0.0744 -0.5002
O 2.6171 -2.5837 34.9272 0.1196 0.5454 -0.0903
O 24.5739 -3.7518 37.3394 0.1678 -0.2284 -0.5935
O 0.109 -3.4647 28.0032 0.3214 0.0188 -0.0484
O 6.1965 6.7174 37.3125 0.1921 -0.1366 0.5156
O 1.8293 7.9192 38.1803 0.25 0.0639 -0.4996
O 4.9631 -3.0582 35.8533 -0.1084 0.0604 0.1466
O 26.4016 5.0338 38.4769 -0.1167 -0.0336 -0.1639
O 18.5512 -0.3136 28.085 0.1291 0.2199 -0.1311
O 18.3048 5.7307 34.325 -0.3739 0.2223 0.0181
O 21.8913 -1.1977 31.241 0.1465 0.1436 0.2834
O 28.3384 1.2351 29.6176 -0.2405 -0.2187 0.3888
O 13.4177 10.717 27.5522 -0.0065 0.1131 0.3189
O 6.4828 11.7258 30.5756 -0.0205 0.5923 -0.0364
O 25.9636 -4.0422 28.7046 -0.067 -0.1927 0.6562
O 28.4409 -4.079 32.6064 0.2509 0.2652 -0.4702
O 2.2306 1.6638 29.1923 -0.3906 0.1327 -0.4307
O 26.4129 -4.928 34.005 -0.2619 -0.0352 0.6007
O 14.2257 -2.3713 33.8614 -0.1912 -0.4895 0.5775
O 4.8282 12.0128 28.5758 0.2196 0.5367 0.2704
O 16.8999 2.7268 38.0287 -0.0376 -0.2372 -0.0623
O 6.9398 0.5364 30.3024 0.1602 0.2165 -0.4486
O 29.5657 10.6272 30.8276 0.557 -0.2806 0.1592
O 22.85 8.1474 34.5781 -0.1951 -0.3402 -0.5611
O 12.099 8.7616 37.8105 0.3904 -0.5748 0.1662
O 22.585 -1.9787 37.4336 -0.2062 -0.2812 -0.5348
O 15.4974 4.972 38.4052 0.1389 0.1092 -0.1636
O 20.8443 -0.1435 38.191 -0.2316 -0.1357 -0.5829
O 27.3278 3.4602 30.5794 -0.3394 0.0076 0.2629
O 25.9189 0.2538 34.5904 0.4169 -0.1342 0.0883
O 13.1195 11.5272 31.9198 0.5116 -0.0835 0.1084
O 22.6221 -3.8516 30.5226 0.534 0.2582 -0.083
O 28.9733 -2.901 38.3622 0.2491 -0.0224 -0.5975
O 25.1228 4.2746 33.1195 -0.2695 -0.5889 0.0512
O 22.3604 9.4226 28.4984 -0.3935 -0.2072 -0.0049
O 8.1509 -3.8819 32.505 0.2113 -0.3515 0.4521
O 20.9083 10.663 38.3446 0.0952 0.1961 -0.0703
O 2.013 5.5879 30.6243 0.2552 0.3141 0.048
O 5.0062 3.7108 33.7497 -0.0741 -0.0616 -0.3725
O 10.037 -2.9764 35.2728 0.4029 -0.0725 -0.0661
O 20.9206 6.9646 28.2918 0.1988 0.4344 0.0815
O 23.1907 6.8202 29.5294 0.1805 0.3628 -0.0942
O 12.7007 -2.9377 38.279 0.1955 -0.1232 -0.5371
O 29.9671 -1.62 33.7222 0.0286 -0.4079 -0.7068
O 9.9679 1.9222 28.5016 -0.0939 0.2449 0.3078
O 11.3898 7.3315 30.4934 -0.0288 -0.4633 0.261
O 5.3752 8.0453 27.6523 0.1836 -0.124 0.4392
O 1.5254 -0.421 34.0143 0.2903 0.1903 -0.1246
O 12.168 9.0662 32.3167 -0.1414 -0.2147 0.6019
O 14.3074 4.1932 32.3156 0.0048 -0.0636 -0.1842
O 4.6898 9.8298 30.164 0.0347 0.0245 -0.0402
O 20.5412 4.4686 35.2595 -0.209 -0.0521 -0.1255
O 5.8182 11.4044 33.1182 0.0338 -0.0076 0.3362
O 3.7256 3.7985 29.716 0.2387 0.0784 0.4203
O 31.6788 -0.1729 38.3979 0.2258 0.0406 -0.2776
O 13.8559 1.8301 37.5694 0.4822 -0.0082 -0.2803
O 30.0137 0.9819 33.1351 -0.1098 0.0991 -0.4303
O 6.4872 0.9818 32.8848 0.3257 -0.1208 0.082
O 3.9598 9.5701 32.6808 0.1642 -0.2282 0.3908
O 31.9126 -0.6367 32.334 0.5146 -0.3983 0.1282
O 19.1721 1.7537 37.3305 0.5096 0.2087 -0.5388
O 15.7839 2.3233 28.3694 0.0262 -0.0295 0.1099
O 10.9405 11.0351 33.4749 -0.3175 0.4589 -0.0825
O 24.8965 9.3278 33.212 0.0046 -0.374 -0.4967
O 26.3848 -5.5669 38.1561 0.0956 -0.2082 -0.245
O 14.6453 -4.6253 37.5858 0.2718 -0.0133 -0.3406
O 29.8573 6.9409 37.4845 0.2103 -0.2194 -0.2968
O 25.9317 6.2796 34.5171 -0.0362 0.1541 -0.4178
O 22.9404 -3.3334 35.2717 0.0029 0.3862 -0.3962
O 2.348 8.7963 30.7202 0.0757 -0.593 -0.2425
O 9.1194 0.8274 37.5436 -0.2293 0.0458 -0.3583
O 14.4276 0.0763 30.4185 0.3725 -0.2513 -0.1517
O 13.0497 6.5325 32.3421 -0.2045 0.1856 -0.1233
O 27.3903 7.0344 36.5049 0.0012 -0.2272 0.2835
O 29.4044 8.1159 35.2194 0.0281 -0.4876 -0.2218
O 30.9136 10.2448 35.3901 -0.1477 0.319 -0.0924
O 6.2913 2.9712 31.0282 -0.7056 0.057 0.3402
O 9.7732 11.8187 28.6814 -0.2105 -0.4405 0.2747
O 28.1281 -3.0323 34.9952 -0.3015 0.0381 0.3967
O 22.9585 9.9629 31.0475 0.5866 -0.2781 0.1462
O 20.4435 6.3833 32.9097 -0.0943 0.2847 0.0153
O 6.0506 -0.8828 34.7499 0.0928 0.0534 -0.1523
O 3.6349 -4.9602 34.5914 -0.0085 -0.5795 0.0373
O 22.9996 5.6333 32.3641 0.2405 0.4585 0.1128
O 25.1311 0.6984 37.189 0.1841 -0.155 -0.2474
O 21.1464 2.0125 34.7351 0.0381 0.0318 0.4587
O 24.8583 11.5492 31.8301 0.3684 0.5705 -0.4483
O 31.7326 0.0664 34.8684 -0.2119 -0.0078 0.5493
O 27.1446 8.0902 27.4655 0.0927 -0.0036 0.3146
O 16.4725 9.7301 37.3693 0.3319 0.1373 -0.2126
O 2.8719 2.4766 33.0895 0.2518 -0.3732 -0.2731
O 28.3659 3.8223 37.2673 0.3095 0.0937 -0.2152
O 29.29 2.9105 34.868 0.4986 0.1204 0.0633
O 24.6841 -1.5272 35.9309 0.72 -0.1893 -0.0443
O 3.0023 1.9758 37.7938 0.0644 0.159 -0.0721
O 13.5329 -0.0093 32.9043 -0.3146 0.6282 0.4427
O 1.194 11.1083 31.2636 -0.2057 0.0577 0.4046
O 7.571 7.8791 35.2079 -0.383 0.04 -0.3618
O 9.699 -0.4085 35.3449 -0.4851 0.2824 -0.2831
O 15.8969 -0.9819 32.3694 0.5262 -0.1819 -0.4906
O 30.1999 -0.3907 30.3954 -0.262 -0.0604 0.3967
O 8.1389 5.4318 27.4372 0.0335 -0.1167 0.2375
O 21.1095 5.5211 30.5673 -0.4178 -0.3238 -0.2281
O 7.7333 9.9374 32.0411 0.0397 -0.0976 0.4586
O 16.5601 3.8956 33.4071 -0.0965 0.1104 0.1588
O -0.0088 0.3091 29.972 -0.1264 0.1132 -0.4303
O 5.4365 4.2294 37.4826 -0.3026 -0.447 -0.2635
O 1.5304 -2.751 32.5026 -0.0512 0.4229 -0.1704
O 12.0268 4.448 33.5293 -0.1487 -0.3574 -0.3871
O 22.503 1.0961 32.785 -0.2871 -0.2975 -0.4124
O 17.8154 1.5313 29.8634 -0.2229 -0.1771 0.3645
O 9.9985 8.7644 34.637 0.5455 -0.0648 0.2779
O 28.4238 9.1824 37.4693 0.1257 0.4788 -0.0541
O 20.252 1.4155 28.7826 0.2494 -0.0138 0.6359
O 17.3955 -1.358 37.2728 0.1721 -0.4613 -0.1565
O 0.4071 2.0466 33.8669 -0.6345 0.2634 0.1649
O 21.0092 11.149 35.1836 -0.1089 -0.348 -0.0761
O 13.9569 6.5586 37.1833 0.2279 0.1219 -0.3073
O 20.0442 -2.8145 35.0686 0.0117 0.0143 0.2039
O 26.6986 -0.2736 32.0504 0.5099 0.0766 -0.0147
O 23.5577 0.6865 30.4706 0.011 0.2925 -0.5147
O 2.7386 10.8934 27.6004 0.0323 0.2215 0.2313
O 26.9068 -2.329 30.4897 0.3331 -0.076 0.1992
O 4.6189 1.7795 28.2231 0.4202 0.1932 0.061
O 0.9768 4.3466 32.7101 0.0594 0.1595 0.4565
O 2.0023 -3.2303 29.9732 0.6118 0.1579 -0.1597
O 8.5883 2.0668 31.7244 0.5961 -0.4436 0.3171
O 31.0343 6.7223 28.8948 0.2782 0.5476 0.1607
O 12.508 2.7409 35.4146 0.53 -0.4356 -0.346
O 24.9312 5.1959 30.6337 0.315 0.1079 -0.0705
O 11.7405 -1.4711 34.1052 0.1588 0.0964 0.3787
O 1.2252 1.1763 36.1275 -0.3631 -0.448 0.1677
O 21.8836 2.8762 27.5454 -0.0519 -0.0716 0.2649
O 6.593 -1.5239 28.6066 -0.314 -0.5659 0.2048
O -0.0169 -4.3506 36.3614 0.4476 -0.0619 0.0984
O 7.4187 4.4755 34.5288 -0.1004 -0.4319 0.3389
O 5.1358 5.7118 35.252 -0.4345 0.4038 -0.1961
O 4.2521 -0.3761 32.8597 -0.5965 -0.5577 0.0928
O 16.5608 -3.5019 33.3266 0.3786 -0.1025 -0.3157
O 26.3016 -2.5546 33.0559 -0.1988 0.1744 0.267
O 14.1434 9.5443 36.2366 0.2427 -0.1778 -0.31
O 12.2198 -3.7116 29.7242 0.1348 0.1613 -0.3343
O 8.6565 7.3016 37.5279 0.3108 0.2663 -0.2764
O 16.2847 7.9033 31.4811 -0.1952 -0.7148 0.1017
O 29.2781 5.259 30.4971 -0.3291 -0.0376 -0.1939
O 31.7743 5.2399 38.1875 0.1377 -0.046 -0.5298
O 19.4619 -0.381 30.5556 -0.2821 0.0103 0.194
O 12.721 -2.1997 31.741 -0.6327 0.3955 -0.3911
O 28.6489 9.8307 28.5433 -0.1901 -0.134 0.4417
O 31.498 8.4685 33.5992 0.38 -0.0114 0.3364
O 12.1761 1.2804 29.8212 -0.0408 -0.0272 0.5774
O 17.7129 3.582 35.8099 0.1081 0.3983 0.24
O 0.9466 3.5417 37.2907 -0.2148 0.1327 -0.3086
O 17.0152 0.9961 36.0299 -0.1429 0.2636 -0.2899
O 26.8948 3.936 35.06 -0.3195 0.1657 0.385
O 23.6257 2.4904 38.2998 -0.0915 -0.0276 -0.4834
O 20.6904 10.7916 30.0399 -0.7529 -0.086 0.0244
O 19.2102 -4.277 37.0483 -0.5873 0.2571 -0.0573
O 17.7551 3.9146 28.661 0.0788 0.2272 0.3674
O 9.2532 8.7501 30.2197 -0.2094 0.3439 -0.2057
O 6.106 5.9862 32.8158 0.3052 0.1389 0.2225
O 16.6432 10.0564 33.2173 -0.2519 -0.025 0.0019
O 19.7625 5.838 37.4076 -0.0365 -0.3066 -0.3218
O 12.5436 -1.1586 28.7925 -0.1362 -0.3367 0.5316
O 27.5065 1.5978 36.2798 -0.7783 -0.2672 -0.0508
O 3.6155 6.1531 37.3686 -0.337 -0.0066 -0.2728
O 9.9963 3.7045 35.0562 -0.0295 -0.448 0.5309
O 18.3744 8.0528 33.1688 0.2611 0.1473 0.2723
O 13.8775 0.6793 27.8935 -0.14 -0.2127 -0.3884
O 14.859 -3.1961 30.5764 0.1797 0.0828 0.4083
O 18.0627 9.7675 31.1145 0.6558 0.2517 0.0365
O 25.3121 8.5562 35.6337 0.2477 0.3482 0.1123
O -0.4697 -2.2318 30.2305 -0.4067 -0.3359 0.3534
O 24.5 -1.6213 31.2742 -0.1629 -0.1816 0.3872
O 12.5225 7.7576 35.4122 -0.2121 -0.0485 -0.3204
O 17.1833 11.9107 29.8012 0.4329 0.2099 0.2857
O 10.7576 10.902 30.9387 -0.3649 -0.3451 -0.0453
O 4.4331 7.3868 31.3103 -0.2848 -0.1348 -0.1752
O 8.7331 7.6803 32.6904 0.4262 -0.191 -0.2083
O 4.9012 -1.1451 30.5031 -0.3808 -0.6494 0.1213
O 0.4601 6.8544 32.3333 0.5478 0.0503 0.4192
O 21.2224 3.8672 32.7575 -0.1293 -0.3244 -0.2676
O 9.4475 6.1687 34.6249 0.3118 -0.0213 0.4175
O 30.5917 -2.6393 36.0799 -0.035 -0.2616 0.3969
O 27.5533 5.1013 32.6735 0.1862 0.196 0.0166
O 16.2829 3.4969 30.7442 0.0667 0.2799 -0.0913
O 10.7041 3.2282 30.7119 0.5715 0.3571 0.1421
O -0.2658 9.0631 31.1217 -0.2602 -0.0218 -0.1105
O 23.4384 0.7834 35.2534 -0.3137 0.3474 0.1903

Results
total energy: -218733.234 eV
total energy less fixed offsets of O -438.35, Si -107.03 eV per atom: -14.514 eV
